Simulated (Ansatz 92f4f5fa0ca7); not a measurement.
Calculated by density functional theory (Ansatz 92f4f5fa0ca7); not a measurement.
Periodic cell of 251 atoms, Si165O86, from a study of silicon, its oxide and their interface. The atomic structure is a simulated model.
Doubt: the cutoff is far below the 930 eV that the study's wrapper takes by default for these files, so forces and energies are approximate.
This geometry differs little from another in the collection (a relaxation step or a small displacement).

Settings: functional PBE; potential files Ansatz PAW; basis plane waves; wave-function cutoff 580 eV; density cutoff ratio 5; exchange-correlation grid ratio 1; k mesh 1 x 1 x 1, Gamma-centred; self-consistency stop 5e-08 eV per atom in the density residual; occupations fixed; spin none; net charge 0.

Cell vectors (angstrom)
a	10.938	0	0
b	0	10.938	0
c	0	0	37.4877

Atoms and the computed forces on them: element, x, y, z (angstrom), force x, y, z (eV/angstrom)
Si	0	0	0.683	0.022	-0.0199	-0.0665
Si	5.469	0	0.683	-0.0365	0.0698	0.0463
Si	2.7345	2.7345	0.683	-0.0114	0.0149	0.0784
Si	8.2035	2.7345	0.683	-0.0319	0.0841	-0.0581
Si	0	5.469	0.683	0.0242	-0.0214	0.0528
Si	5.469	5.469	0.683	-0.0298	-0.0269	-0.0514
Si	2.7345	8.2035	0.683	-0.0435	0.0232	-0.0706
Si	8.2035	8.2035	0.683	0.0584	0.0435	0.0519
Si	1.3673	1.3673	2.0503	-0.1998	-0.1955	0.101
Si	6.8362	1.3673	2.0503	0.1229	0.1465	-0.0772
Si	4.1018	4.1018	2.0503	0.2078	0.1653	-0.0656
Si	9.5708	4.1018	2.0503	-0.2535	-0.1555	-0.0545
Si	1.3673	6.8362	2.0503	0.0285	0.3122	-0.1027
Si	6.8362	6.8362	2.0503	-0.0912	-0.1269	0.209
Si	4.1018	9.5708	2.0503	-0.2137	-0.2074	-0.0451
Si	9.5708	9.5708	2.0503	0.0607	0.149	0.0092
Si	2.7345	0	35.4362	0.0712	-0.1061	0.155
Si	8.2035	0	35.4362	-0.066	0.1399	-0.131
Si	0	2.7345	35.4362	0.0125	0.018	0.0738
Si	5.469	2.7345	35.4362	0.027	0.0283	0.0133
Si	2.7345	5.469	35.4362	0.2684	-0.1621	-0.1085
Si	8.2035	5.469	35.4362	-0.2248	0.2018	0.0352
Si	0	8.2035	35.4362	0.0796	-0.1053	-0.0076
Si	5.469	8.2035	35.4362	0.144	-0.1616	-0.0603
Si	4.1018	1.3673	36.8034	-0.035	0.0022	-0.0004
Si	9.5708	1.3673	36.8034	-0.0189	0.0445	0.0157
Si	1.3673	4.1018	36.8034	0.0258	-0.0541	-0.0011
Si	6.8362	4.1018	36.8034	0.0406	-0.0354	0.0018
Si	4.1018	6.8362	36.8034	0.0159	-0.0367	0.0086
Si	9.5708	6.8362	36.8034	-0.0345	0.0121	0.0144
Si	1.3673	9.5708	36.8034	0.0542	-0.0199	0.0005
Si	6.8362	9.5708	36.8034	0.0148	-0.0756	0.0027
Si	4.7189	2.0484	29.3245	-0.0094	0.0009	-0.0122
Si	7.4508	2.0862	22.8369	-0.0017	0.003	-0.0032
Si	5.3478	0.5604	24.4911	0.0028	0.0043	-0.0014
Si	9.4347	2.6842	27.1174	-0.0046	0.0075	0.01
Si	-2.9022	0.0285	20.5914	-0.0017	0.0024	-0.0003
Si	3.3569	0.7385	17.3708	-0.001	-0.0018	0.003
Si	2.3841	3.8735	26.8323	0.0005	0.0056	-0.012
Si	12.3656	10.6335	24.8519	-0.0014	-0.0047	-0.0019
Si	-3.756	-4.0403	28.4409	0	0.0027	0.0061
Si	2.5967	-2.4322	26.8069	-0.0019	0.0027	0.0047
Si	4.3348	4.7427	25.6102	0.0099	-0.0127	-0.0001
Si	13.8504	4.7361	20.2761	0.0002	0.0001	-0.0023
Si	4.1016	6.849	31.2121	-0.003	-0.0061	-0.0036
Si	5.9387	11.8458	13.5287	0.0076	0.0034	0.0001
Si	5.4099	8.474	23.6163	0.001	0.0004	-0.0066
Si	11.7863	12.9838	26.6978	0.0014	-0.0072	-0.0046
Si	0.3883	-5.0666	24.1209	-0.001	-0.0028	-0.0038
Si	8.1907	0.1499	30.0932	0.0043	-0.0049	0.0068
Si	-0.1663	0.299	15.6502	-0.0017	-0.0004	0.0034
Si	7.0655	4.2339	31.2257	0.0029	0.009	0.0067
Si	3.9649	1.1915	31.3093	-0.0073	-0.0046	0.0048
Si	8.4856	5.5953	29.9456	-0.0006	0.0056	-0.0017
Si	0.8438	11.716	28.7213	0.0004	-0.0007	0.0036
Si	5.771	5.0045	27.5924	0.003	-0.0105	0.0089
Si	3.7716	4.0501	28.6874	0.0163	-0.0026	0.0095
Si	9.5499	1.3772	31.5197	-0.0031	0.0006	0.0008
Si	1.3839	3.9886	31.4668	0.0027	0.0131	-0.0108
Si	2.6849	-0.2041	29.8599	0.0021	-0.0016	0.0015
Si	5.5714	8.1367	29.7747	0.0012	0.0002	0.0029
Si	9.7067	6.9278	31.3681	-0.0005	-0.0018	-0.0025
Si	1.4518	9.5194	31.4205	0.0008	-0.0001	-0.0012
Si	12.0382	5.428	28.1555	-0.0075	-0.005	0.0098
Si	0.0383	-0.0354	32.752	-0.0014	-0.0016	-0.0025
Si	5.4724	-0.0467	32.6488	0.0035	-0.0003	0.0013
Si	2.7874	2.6699	32.7497	0.0044	-0.0001	-0.0015
Si	8.1874	2.7923	32.7478	0.0006	0.0038	0.0016
Si	0.0206	5.4481	32.7319	0.0012	-0.0017	0.0009
Si	5.4847	5.4515	32.5645	-0.0001	-0.0007	-0.0032
Si	2.82	8.1645	32.7304	-0.001	-0.0003	-0.0033
Si	8.2162	8.2186	32.6754	0.0011	0.0006	-0.0001
Si	1.3773	1.3569	34.0989	-0.0022	0.0011	-0.0021
Si	6.8088	1.3675	34.0452	0.0012	0.0003	-0.0013
Si	4.1469	4.1017	34.0392	0.001	-0.0002	-0.0004
Si	9.568	4.1281	34.1011	-0.0018	0.0028	-0.0005
Si	1.3901	6.8266	34.0733	0.0014	0.0004	-0.0014
Si	6.8266	6.8249	34.0179	-0.0016	-0.0005	-0.0022
Si	4.1271	9.573	34.0848	0.0005	0	-0.0003
Si	9.566	9.5604	34.0801	0.0009	-0.0004	-0.0017
Si	2.6952	-0.0493	3.4228	0.0015	-0.0002	0.001
Si	8.2089	0.0176	3.4166	0.0017	-0.0004	-0.0017
Si	-0.069	2.687	3.4092	0.0004	-0.0014	-0.002
Si	5.4944	2.7571	3.4116	-0.0001	0.001	0.0021
Si	2.7647	5.515	3.385	0.0002	-0.0008	-0.0018
Si	8.1967	5.4463	3.4414	0.0005	-0.0007	0.0014
Si	-0.006	8.2173	3.424	0.001	0.0013	0.0019
Si	5.4539	8.2088	3.4279	0.0008	0.0003	-0.0003
Si	4.105	1.3507	4.6718	-0.0031	0.0008	-0.0028
Si	9.5036	1.3514	4.8975	-0.0013	0	0.0016
Si	1.3152	4.1462	4.5911	-0.0041	0.0044	-0.0042
Si	6.8493	4.0817	4.883	0.0013	-0.0003	0.0019
Si	4.0887	6.8659	4.8475	-0.0007	0.0006	0.0011
Si	9.541	6.8721	4.766	-0.0036	0.0018	0.0031
Si	1.2981	9.5704	4.8858	-0.0001	0.0002	0.0025
Si	6.8217	9.6144	4.7508	-0.004	0.0014	0.0009
Si	-0.1195	-0.0317	6.3222	0.002	0.0012	0.0001
Si	5.4867	0.0798	6.1	-0.0009	-0.0003	0.0015
Si	2.8484	4.3682	13.0429	0.0036	-0.0021	-0.001
Si	8.1568	2.6903	6.3721	-0.001	0.001	0.0032
Si	-0.4653	7.61	8.7872	-0.0055	-0.0036	0.0038
Si	4.7709	2.3903	8.8122	-0.0001	-0.0142	-0.0035
Si	2.694	8.2161	6.2588	-0.0059	-0.0049	0.0019
Si	4.3874	4.3418	10.355	-0.0093	-0.0008	-0.0005
Si	6.8069	-4.0101	7.5712	-0.0163	-0.0124	0.0143
Si	3.9816	-1.2052	13.8063	0.0021	-0.0005	0.0036
Si	7.1904	3.4893	13.1292	-0.0041	0.004	0.0047
Si	7.5396	-0.618	9.0751	0.0016	-0.0007	0.0033
Si	-0.8505	1.3841	18.626	0.0018	0.0001	-0.0011
Si	8.6313	5.8824	8.7259	0.0047	0.0054	-0.0008
Si	5.662	8.6539	8.8361	-0.0006	-0.0067	0.0019
Si	15.0223	9.7281	7.4503	0.001	0.0047	0.0005
Si	7.9543	-0.4001	11.4569	-0.0015	0.0041	-0.0078
Si	6.6964	1.2986	7.7937	-0.0027	0.0018	0.0018
Si	-1.2823	4.1917	7.4699	0.0019	0.0025	-0.0022
Si	1.3145	1.5553	7.3425	-0.0034	-0.0017	0.0005
Si	0.0381	5.484	6.0142	-0.0006	0.0007	0.0035
Si	13.5837	2.7383	5.8312	0.0088	-0.006	0.0047
Si	1.9206	9.4118	15.6714	0.0004	0.0022	0.0075
Si	2.0684	11.0145	10.5757	-0.0019	0.0059	-0.0075
Si	3.9879	3.9772	7.2481	-0.0033	0.0096	-0.0071
Si	5.7596	-2.644	18.1347	-0.0003	0.0012	0.0015
Si	4.2781	5.8118	17.5789	-0.001	-0.0017	0.0015
Si	11.4948	3.3537	8.6987	0.001	-0.0024	-0.0015
Si	8.1351	8.2369	6.1187	0.0204	0.0119	-0.013
Si	13.4947	5.4336	-7.4205	-0.0074	0.0032	0.0268
Si	1.3625	6.7088	7.5589	0.0047	-0.0011	-0.0031
Si	9.3976	9.463	7.7035	-0.0052	-0.0028	-0.0019
O	12.9239	-0.413	23.3168	0.0009	-0.0015	0.0019
O	38.565	5.3096	10.1955	0.0036	0.0022	-0.0007
O	29.0072	4.8492	14.0333	0.0012	0	-0.0019
O	2.9502	13.0569	16.5992	0.0003	0.0016	-0.0008
O	8.6842	13.9694	23.3516	0.0001	-0.0004	0.0056
O	17.0533	16.4974	22.3262	-0.0049	0.0009	0.0019
O	12.8045	12.4007	11.4298	-0.0017	0.0043	0.0032
O	15.6932	36.9199	24.1065	-0.0018	0.0063	-0.0048
O	-6.0098	33.3108	17.0445	0.0026	-0.0003	0.0013
O	-0.3812	5.286	17.533	0.0009	0.0001	0.0015
O	-31.2586	15.0693	12.0551	-0.0013	0.0007	0.0003
O	11.6943	14.4273	15.9948	0	-0.0002	0.002
O	30.1039	-3.9466	21.9042	0.0028	0.0013	-0.0021
O	-6.5171	22.2045	13.4338	-0.004	-0.0022	-0.0018
O	13.0411	3.4014	19.77	-0.0006	0.0008	0.001
O	8.2327	12.0142	21.8232	-0.0011	0.0016	0.0038
O	35.2176	40.6799	15.7643	0.0007	-0.0011	-0.0019
O	13.2382	12.4209	21.4972	0.0002	-0.0001	0.0043
O	12.7494	16.8407	20.6508	0.0037	0.0001	0.0004
O	21.5137	4.5575	24.7701	-0.003	-0.0027	0.0031
Si	-1.0012	19.6168	24.6584	-0.0067	0.0075	-0.0065
Si	-1.6985	52.0084	21.6814	-0.0011	0.0005	-0.0071
Si	16.1849	20.6751	20.8151	0.003	0.0002	-0.0052
Si	12.9397	12.7123	19.9162	0.0018	0.0012	-0.0014
Si	12.8522	13.4524	15.4142	0.0031	0.0015	0.0016
Si	22.4491	-2.6032	10.7945	-0.0032	-0.0047	-0.009
Si	22.7122	24.5956	11.6335	0.0005	-0.0031	0
Si	3.2636	17.755	25.1376	0.0014	0.0013	-0.0011
Si	-3.5722	27.1867	10.6439	0.0026	-0.002	-0.0028
Si	18.0764	38.679	17.6465	0.0027	-0.0028	-0.0033
Si	-5.4713	38.2966	6.213	0.0007	-0.0008	0.0029
Si	14.0229	11.3298	22.4104	-0.0016	0.0021	-0.0055
Si	-0.0892	26.7381	15.9889	-0.0026	0.004	0.0027
Si	9.5242	23.3128	13.1899	-0.005	-0.003	0.001
Si	11.4509	18.5797	27.8282	-0.0035	0.0029	-0.0149
Si	5.7343	43.211	16.0701	0.0002	-0.0006	0.002
Si	-0.89	15.1641	28.7837	0.0088	0.0008	-0.0028
Si	-23.6799	41.1805	27.4273	0.0034	0.0005	0.0005
Si	18.5807	1.4283	28.2147	0.0005	0.0022	-0.0021
Si	8.9992	-6.8157	24.5229	-0.0017	-0.0022	-0.0079
Si	18.2377	6.3653	23.0912	-0.0004	-0.0043	-0.0046
Si	6.8255	20.4776	31.2487	-0.0003	-0.0041	-0.0002
Si	-2.6708	5.7589	14.7873	-0.0019	-0.0028	0.0042
Si	3.6168	8.5754	11.2596	-0.0008	0.0011	0.0062
Si	-10.8693	30.2007	30.0339	-0.0032	0.0028	0.0124
Si	20.6244	15.5062	18.7096	0.0019	0.0053	0.0015
Si	-11.9739	10.0801	28.9103	0.0045	-0.0009	-0.0021
Si	-7.8844	22.51	8.553	0.0096	0.0035	0.0003
Si	21.9329	2.5639	30.1416	0.0003	-0.0039	-0.0048
Si	-19.396	15.8633	8.7626	0.0015	-0.0026	0.0024
Si	24.2401	17.2556	15.2965	0	-0.003	0.0038
Si	16.3408	22.4307	27.5908	-0.0122	-0.0036	-0.0053
Si	-10.7059	17.0367	21.0246	-0.0001	0.0022	-0.0169
Si	4.1757	20.435	28.4163	-0.0003	-0.0031	0
Si	8.8521	29.4978	12.3749	0.0019	0.0061	0.0005
Si	17.554	25.2023	29.0935	-0.0015	0.0166	-0.0126
Si	27.0906	37.0288	22.5262	0.0006	-0.0007	0.0027
O	-15.2365	40.3171	24.0652	-0.0013	0.004	0.0065
O	-23.383	41.76	23.1472	-0.0004	0.0014	0.0019
O	24.3297	9.895	25.8804	-0.0018	0.0065	-0.0028
O	-24.4424	35.3036	13.5956	0.0032	-0.0037	-0.0003
O	30.6563	30.5553	25.8149	-0.0013	0.0052	0.0023
O	-18.1223	38.172	19.0421	-0.0011	0.0001	0.0025
O	32.1364	-10.1181	17.105	-0.0006	-0.0016	0.0005
O	32.549	-14.6443	24.7159	0.0031	-0.0077	0.006
O	-37.5316	35.7695	22.158	0.0007	0.0008	0.001
O	16.8108	2.5424	13.3893	-0.0007	-0.0016	-0.0006
O	4.254	30.3571	12.7715	-0.0002	-0.0016	-0.0006
O	-19.1233	25.0518	14.1757	-0.0007	-0.0007	-0.0012
O	-2.824	26.7824	18.5	-0.0016	0.0006	0.0022
O	10.8183	24.2328	12.8827	0.0039	0.002	-0.0008
O	19.0869	16.3962	24.1455	0.0014	0.002	0.0047
O	31.359	37.5331	15.1256	-0.0006	-0.0002	-0.0026
O	-6.7662	33.8668	23.4516	-0.0003	0.0014	0.0022
O	4.7652	19.0743	10.1813	0.0061	-0.0014	-0.0094
O	8.7756	17.9726	13.8985	-0.0001	0.0013	-0.0015
O	6.7752	23.1066	24.0622	0.0018	0.001	0.002
O	-1.7105	55.2632	11.8328	0.0043	-0.0011	-0.0001
O	22.6491	38.8299	15.2767	0.0018	0.0019	-0.0029
O	-12.0936	46.7192	18.5906	-0.0006	-0.0034	0.0003
O	-6.1248	9.3776	15.1734	-0.0009	-0.0004	-0.0011
O	-7.6112	32.0577	11.2048	0.0045	0.0008	0.002
O	-2.2952	9.4602	20.7755	0.0027	-0.0021	0.0022
O	-2.4064	25.3229	25.9243	-0.0023	0.0037	-0.0056
O	17.4101	42.2026	17.1314	-0.0009	0.0009	0
O	16.6649	48.8244	17.3776	0.0014	-0.0004	0.0005
O	-0.004	20.838	25.0023	0.0009	0.0033	0.0038
O	-5.4525	31.7473	24.4431	-0.0011	-0.0035	0.0014
O	21.8983	24.8383	10.2418	0.0033	0.0019	0.0025
O	-23.1583	11.3821	14.4786	0.0037	0.0012	-0.0007
O	26.433	29.2972	17.4522	0.002	0.0035	0.0003
O	15.0588	37.1129	12.0041	-0.0023	0.0009	0.0009
O	52.5555	44.3757	19.2851	-0.0019	0.0005	0.0003
O	35.913	11.9555	18.9588	-0.001	0	0.0028
O	24.7744	16.7615	13.8131	-0.0012	0.0017	-0.0016
O	4.9841	-9.9523	26.0247	0.0022	0.0024	0.0055
O	12.1617	45.0047	25.2732	0.0005	0.007	0.0035
O	-3.0496	17.5479	11.5132	-0.0009	0.0021	0.0031
O	1.1218	23.0121	15.0802	0.0006	-0.0018	-0.0035
O	-5.2651	19.6608	22.021	-0.0003	0.0021	0.0041
O	0.5215	23.0786	19.5063	-0.0007	-0.0005	0.0013
O	3.9261	26.2083	21.5137	-0.0018	0.0015	0.0005
O	-48.2837	-0.0978	20.4742	-0.0015	0.0012	0.0019
O	-8.5409	20.7707	14.1606	0.0005	0.0001	-0.0044
O	13.5012	32.2006	16.8827	-0.0017	-0.0021	-0.0006
O	29.34	14.8784	11.5723	0.0009	0.0004	-0.0018
O	-4.015	-3.7165	18.5475	-0.0015	0.0005	0.0007
O	-7.0902	21.3144	21.3353	-0.0018	0.0006	0.0006
O	12.9152	27.9105	24.3925	0.0031	0.0019	-0.0043
O	-0.4855	18.7303	11.9628	-0.0015	0.0002	0.0041
O	-25.0984	17.2825	16.1958	-0.0001	0.0017	-0.0006
O	0.3051	31.5411	15.7652	0.0004	-0.0003	-0.0008
O	14.9286	18.6633	23.9334	-0.0051	-0.0007	0.0026
O	-11.6486	26.9994	20.1298	-0.0014	0.0008	0.0002
O	33.5584	9.999	10.6995	0.0012	0.0023	0.0009
O	28.453	55.0527	14.9728	-0.0004	-0.002	-0.0007
O	-15.1978	22.168	12.2099	-0.0056	0.0026	0.0039
O	14.1316	49.1993	16.4152	0.0004	0.002	-0.0007
O	37.8409	19.8746	19.4324	0.0007	0.0002	0.0011
O	21.5453	18.5921	20.9723	-0.003	0.0044	0.0028
O	-8.7852	18.7383	11.0674	0.0037	-0.001	0.0007
O	21.9482	-5.3131	22.5601	-0.0037	-0.0025	0.0167
O	-2.7679	9.0848	12.188	0.0043	-0.0105	0.0021

Results
free energy: -153796.792 eV
free energy less fixed offsets of O -568.88, Si -635.61 eV per atom: 2.538 eV

The program warned: the cutoff lies below the one the program advises for these potential files; the exchange-correlation potential is rough where the density is thin.
